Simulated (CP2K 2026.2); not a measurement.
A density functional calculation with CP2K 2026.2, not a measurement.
Periodic cell of 504 atoms, Si360O144, from a study of silicon, its oxide and their interface. The atomic structure is a simulated model.
Doubt: the forces sum to 3.20 eV/angstrom along one axis rather than to zero, so they err by at least 0.0064 eV/angstrom per atom on average; the grid cutoff is modest.

Settings: functional PBE; method Gaussian and plane waves; basis set DZVP-MOLOPT-SR-GTH; pseudopotentials GTH-PBE; grid cutoff 350 Ry, relative cutoff 50 Ry; k points Gamma only; occupations fixed; spin none; net charge 0.

Cell vectors (angstrom)
a 16.32 0 0
b 0 16.32 0
c -1.3971 -1.2519 33.9289

Atoms and the computed forces on them: element, x, y, z (angstrom), force x, y, z (eV/angstrom)
Si 1.284 15.271 0.066 0.038 -0.278 0.723
Si 4.333 1.055 0.079 -0.046 0.176 0.763
Si 1.071 4.269 0.013 0.2 -0.075 0.724
Si 3.867 7.003 0.031 0.151 -0.141 0.78
Si 0.24 7.964 33.867 -0.204 0.147 0.749
Si 4.354 12.04 0.044 -0.267 0.055 0.74
Si 6.402 15.047 0.156 0.226 0.034 0.676
Si 7.702 0.261 33.838 0.37 -0.118 0.734
Si 6.99 3.855 0.1 -0.129 0.161 0.791
Si 9.836 6.665 0.021 -0.265 0.066 0.741
Si 6.61 9.913 0.278 -0.105 -0.089 0.642
Si 9.83 12.115 0.098 -0.15 -0.043 0.639
Si 12.454 14.77 0.187 -0.077 0.118 0.73
Si 15.245 1.018 0.08 -0.054 0.145 0.75
Si 12.045 4.405 0.053 -0.017 -0.279 0.744
Si 15.141 6.428 0.135 0.02 0.167 0.721
Si 10.542 8.515 33.841 0.2 -0.024 0.669
Si 14.701 12.606 0.053 0.157 -0.164 0.818
Si 2.754 0.043 1.485 0.008 0.004 -0.053
Si 5.457 2.657 1.392 0.011 -0.013 -0.048
Si 2.686 5.423 1.318 -0.014 0.016 -0.048
Si 5.424 8.195 1.353 -0.026 -0.001 -0.04
Si 2.722 10.848 1.261 -0.007 -0.02 -0.063
Si 5.319 13.575 1.552 -0.004 -0.02 -0.047
Si 8.082 16.251 1.318 -0.009 -0.011 -0.05
Si 10.85 2.661 1.142 -0.042 0.016 -0.063
Si 8.186 5.493 1.272 0.017 -0.025 -0.043
Si 10.899 8.233 1.381 0.005 0.014 -0.013
Si 8.192 11.071 1.498 0.04 -0.007 -0.033
Si 10.951 13.58 1.496 0.006 0.01 -0.045
Si 13.669 -0.027 1.451 0.01 -0.003 -0.055
Si -0.034 2.702 1.36 -0.002 0.005 -0.048
Si 13.585 5.392 1.516 -0.004 0.017 -0.053
Si 0.021 8.108 1.274 0.014 0.002 -0.062
Si 13.586 10.894 1.232 -0.014 -0.005 -0.061
Si 0.05 13.661 1.319 0.004 0.013 -0.054
Si 1.373 1.426 2.765 -0.011 0.007 0.033
Si 4.065 4.062 2.672 0.002 0.009 0.01
Si 1.352 6.785 2.717 0.009 -0.006 0.03
Si 4.055 9.531 2.723 0.004 0.014 0.037
Si 1.364 12.22 2.638 0.015 0.004 0
Si 3.985 14.937 2.865 0.008 0.009 0.037
Si 6.796 1.301 2.766 0.013 0 0.017
Si 9.538 4.058 2.612 0.009 -0.019 0.039
Si 6.812 6.817 2.663 0.002 -0.005 -0.011
Si 9.498 9.549 2.75 0.002 0.018 0.013
Si 6.818 12.349 2.869 -0.026 -0.002 0.016
Si 9.5 14.967 2.709 -0.028 -0.002 0.014
Si 12.218 1.385 2.634 -0.019 0.037 0.007
Si 14.929 3.993 2.794 0.015 0 0.034
Si 12.264 6.876 2.758 -0.012 -0.013 0.022
Si 14.963 9.515 2.593 -0.01 -0.015 0.007
Si 12.309 12.188 2.774 0.031 -0.022 0.04
Si 15.029 14.946 2.791 0.012 -0.015 0.031
Si 0.03 0.025 4.12 -0.012 0.003 -0.019
Si 2.732 2.761 4.112 -0.009 0 0.006
Si -0.008 5.42 4.079 0.003 0.013 -0.015
Si 2.711 8.154 4.08 -0.004 0.004 -0.02
Si -0.007 10.866 4 -0.002 -0.005 -0.005
Si 2.644 13.543 4.134 -0.014 -0.001 0.005
Si 5.423 -0.021 4.142 0.008 0.01 -0.005
Si 8.184 2.721 4.043 0.007 0.009 -0.026
Si 5.446 5.438 4.016 0.004 0.004 -0.005
Si 8.144 8.158 4.072 -0.005 0.014 0.012
Si 5.436 10.882 4.097 -0.011 -0.003 -0.022
Si 8.181 13.682 4.177 -0.001 0.003 0.018
Si 10.881 0.022 4.03 0.023 -0.009 0.001
Si 13.543 2.675 4.107 0.011 -0.017 0.022
Si 10.873 5.437 4.025 -0.006 -0.02 -0.023
Si 13.643 8.21 4.074 0.002 0.009 0.015
Si 10.897 10.868 4.112 -0.009 0.006 -0.019
Si 13.65 13.575 4.116 0.01 -0.012 -0.004
Si 1.349 14.96 16.324 0.01 0.003 -0.015
Si 4.08 1.358 16.311 -0.006 0.009 -0.003
Si 1.35 4.096 16.344 -0.002 0.004 0.002
Si 4.042 6.761 16.268 -0.005 -0.008 -0.011
Si 1.33 9.537 16.292 0.004 0.007 -0.007
Si 4.092 12.272 16.32 0.018 0.003 -0.018
Si 6.808 14.966 16.344 -0.005 0.005 0.003
Si 9.505 1.317 16.337 -0.014 -0.01 -0.017
Si 6.783 4.016 16.314 -0.012 -0.006 0.001
Si 9.541 6.817 16.287 -0.005 0.014 -0.015
Si 6.824 9.541 16.271 -0.002 -0.002 -0.014
Si 9.57 12.268 16.324 0.011 -0.005 -0.002
Si 12.234 14.963 16.377 -0.013 0.001 -0.002
Si 14.958 1.359 16.351 -0.002 0.002 -0.004
Si 12.25 4.063 16.296 -0.01 -0.004 -0.007
Si 14.965 6.826 16.285 -0.004 0.006 -0.013
Si 12.277 9.532 16.353 0.015 0.004 0.004
Si 14.939 12.239 16.342 0.004 -0.011 -0.005
Si 2.71 0.012 17.657 -0.016 -0.016 0.009
Si 5.44 2.651 17.727 0.019 -0.016 0.009
Si 2.707 5.454 17.721 -0.006 0.034 -0.005
Si 5.42 8.15 17.527 0.011 0.012 -0.018
Si 2.654 10.95 17.619 -0.01 -0.02 0.001
Si 5.457 13.615 17.711 -0.01 0 0.032
Si 8.158 -0.027 17.754 0.029 0.003 0.005
Si 10.917 2.657 17.639 0.017 0.022 0.001
Si 8.186 5.404 17.574 0.009 0.007 0.001
Si 10.875 8.186 17.682 -0.012 -0.006 -0.02
Si 8.215 10.885 17.63 -0.016 -0.017 -0.021
Si 10.876 13.619 17.767 -0.012 0 0.028
Si 13.628 -0.019 17.737 0.004 -0.005 -0.006
Si -0.029 2.753 17.703 0.004 -0.006 0.018
Si 13.578 5.49 17.612 0.002 0.001 -0.002
Si 0.016 8.149 17.668 -0.002 0 0.012
Si 13.65 10.861 17.759 -0.005 -0.018 0.019
Si -0.044 13.629 17.685 0.008 0.015 -0.013
Si 1.337 1.349 19.023 -0.01 -0.008 -0.033
Si 4.066 4.043 19.031 -0.001 0.005 -0.013
Si 1.359 6.851 19.102 0.016 0 -0.017
Si 4.025 9.51 18.82 0.007 -0.031 -0.043
Si 1.292 12.291 19.04 0.009 -0.01 -0.006
Si 4.048 14.988 19.044 -0.007 -0.001 -0.028
Si 6.766 1.267 19.154 -0.024 -0.006 -0.018
Si 9.537 4.022 18.92 -0.014 0.012 -0.048
Si 6.799 6.793 18.836 -0.004 0.001 -0.068
Si 9.553 9.578 19.052 0.003 0.006 -0.015
Si 6.907 12.241 18.995 0.005 0.03 -0.033
Si 9.492 14.957 19.188 0.003 -0.008 -0.014
Si 12.266 1.34 19.068 -0.019 -0.002 -0.011
Si 14.933 4.208 18.998 0.028 0.004 -0.014
Si 12.198 6.78 19.007 0.006 -0.013 -0.007
Si 15.043 9.457 19.112 -0.025 0.022 -0.036
Si 12.286 12.262 19.091 0.017 -0.006 -0.043
Si 14.978 14.953 19.147 -0.011 0.015 0.013
Si -0.008 0.05 20.489 0.003 0.026 0.054
Si 2.7 2.682 20.385 -0.011 0.003 0.054
Si -0.029 5.495 20.453 -0.009 -0.011 0.071
Si 2.758 8.289 20.368 -0.038 0.006 0.067
Si 0.123 10.845 20.48 -0.003 -0.03 0.034
Si 2.601 13.705 20.391 -0.015 0.028 0.051
Si 5.399 -0.128 20.563 0.012 0.01 0.07
Si 8.213 2.694 20.331 0.017 0.002 0.06
Si 5.492 5.448 20.232 0.021 0.004 0.058
Si 8.126 8.139 20.216 0.001 -0.015 0.048
Si 5.411 10.849 20.085 -0.014 -0.003 0.02
Si 8.14 13.529 20.576 0.024 0.02 0.056
Si 10.966 -0.032 20.513 0.014 -0.011 0.037
Si 13.57 2.858 20.323 -0.032 -0.005 0.009
Si 10.852 5.368 20.322 -0.003 -0.003 0.052
Si 13.549 8.096 20.381 0.025 0.024 0.036
Si 10.895 10.95 20.462 0 -0.003 0.059
Si 13.682 13.542 20.535 -0.018 -0.025 0.068
Si 1.562 15.283 21.891 -0.175 -0.185 -0.735
Si 3.822 1.144 21.772 0.211 0.061 -0.804
Si 1.108 3.826 21.67 0.082 0.186 -0.784
Si 4.347 7.028 21.489 -0.162 -0.09 -0.732
Si 1.92 10.007 21.823 -0.184 -0.198 -0.751
Si 4.064 12.214 21.38 -0.025 0.026 -0.506
Si 6.305 14.361 21.86 0.133 0.183 -0.736
Si 9.766 1.582 21.706 -0.146 -0.138 -0.74
Si 7.084 4.345 21.534 -0.069 -0.11 -0.797
Si 9.236 6.547 21.497 0.088 0.042 -0.735
Si 6.481 9.269 21.396 0.106 0.048 -0.724
Si 9.871 12.539 21.904 -0.175 -0.117 -0.737
Si 12.18 14.742 21.887 0.086 0.175 -0.71
Si 15.123 1.75 21.617 0.031 -0.18 -0.719
Si 11.957 3.838 21.75 0.204 0.278 -0.772
Si 14.933 6.875 21.828 -0.132 -0.192 -0.741
Si 12.482 9.739 21.663 -0.159 -0.148 -0.794
Si 14.816 11.863 21.806 0.11 0.25 -0.695
Si 6.535 7.453 25.875 0.018 0.018 -0.04
Si 9.621 8.036 26.353 0.001 -0.1 -0.07
Si -0.375 8.739 26.686 0.038 -0.045 -0.09
Si 10.526 14.234 31.215 0.03 -0.045 0.102
Si 2.924 5.359 26.679 -0.138 0.106 0.053
Si 6.587 9.994 24.233 0.075 -0.002 -0.048
Si 4.459 11.266 25.796 0.038 -0.011 -0.015
Si 1.299 12.34 31.806 0.058 0.084 0.121
Si 5.704 2.583 23.787 0.061 -0.016 -0.184
Si 0.237 15.045 24.747 0.119 -0.019 -0.131
Si 13.131 5.577 24.04 0.061 -0.038 -0.125
Si 8.124 -0.325 30.787 -0.012 -0.057 0.19
Si 11.439 2.664 31.04 0.026 0.004 0.071
Si -0.755 12.232 24.85 -0.018 -0.035 -0.124
Si 6.941 7.212 31.972 0.067 0.03 -0.061
Si 5.2 9.256 27.937 -0.052 -0.006 0.024
Si 0.457 4.144 27.951 -0.047 -0.007 0.049
Si 3.705 3.808 31.809 -0.062 0.004 0.212
Si 14.338 -0.32 28.693 0.037 0.085 0.042
Si 4.977 14.156 26.812 0.056 -0.059 0.079
Si 9.295 11.985 29.472 -0.135 0.019 0.049
Si 2.174 -0.822 27.237 -0.017 -0.085 -0.106
Si 11.051 7.914 23.717 0.052 -0.101 -0.188
Si 12.362 5.042 29.468 0.156 -0.003 0.058
Si 14.536 12.869 28.907 0.047 0.105 0.134
Si 4.991 5.765 30.095 0.026 -0.054 0.055
Si 8.696 2.512 29.68 0.133 -0.087 -0.056
Si 12.397 6.963 31.905 -0.149 -0.049 0.07
Si 13.952 4.338 26.884 -0.144 0.039 0
Si 1.614 10.894 26.511 -0.078 0.149 0.047
Si 0.738 1.137 28.865 0.045 0.094 0.034
Si 12.721 1.389 26.607 0.16 0.108 -0.041
Si 12.712 -0.061 31.125 -0.082 -0.066 0.164
Si 14.807 11.175 31.255 -0.126 0.121 0.004
Si 9.82 2.505 26.718 0.047 0.085 0.041
Si 5.644 4.516 26.172 0.101 0.003 -0.103
Si 8.817 11.871 24.832 0.011 0.031 -0.211
Si 13.876 0.165 23.944 0.013 -0.208 -0.12
Si 13.654 10.871 26.744 0.075 0.007 -0.075
Si 2.439 5.775 23.626 -0.042 0.07 -0.226
Si 2.899 7.625 28.71 0.005 -0.017 -0.056
Si 14.958 8.397 31.242 0.123 -0.052 0.042
Si 1.332 12.892 28.781 0.014 -0.022 0.105
Si 10.018 5.352 27.526 0.002 0.042 -0.151
Si 7.32 14.658 24.87 -0.057 -0.153 -0.172
Si 0.457 8.245 23.69 0.076 0.116 -0.032
Si 7.249 4.68 28.497 -0.023 -0.138 0.075
Si 10.6 10.712 27.046 -0.057 -0.015 -0.024
Si 7.19 9.736 30.379 0.026 0.063 0.113
Si 6.498 11.997 31.967 0.007 -0.009 0.171
Si 0.097 6.935 29.045 0.049 0.053 -0.016
Si 8.29 1.025 24.452 0.025 0.054 -0.093
Si 6.874 13.714 29.306 0.033 -0.019 -0.074
Si 1.498 1.583 31.81 -0.003 0.046 0.176
Si 1.342 14.953 5.483 -0.01 -0.007 0.015
Si 4.076 1.375 5.463 -0.007 -0.01 0.012
Si 1.36 4.099 5.461 -0.008 0.004 0.014
Si 4.094 6.793 5.412 0.002 -0.015 -0.005
Si 1.343 9.521 5.412 -0.013 0.009 0.007
Si 4.066 12.224 5.463 0.02 0.002 -0.001
Si 6.796 14.992 5.521 0 0.009 0.021
Si 9.536 1.373 5.422 -0.009 -0.006 0.006
Si 6.805 4.081 5.396 -0.016 -0.004 -0.002
Si 9.513 6.783 5.41 0.004 0.003 -0.007
Si 6.791 9.511 5.443 0.009 0.005 0.012
Si 9.539 12.251 5.458 0.004 -0.004 0.014
Si 12.243 14.964 5.407 -0.006 0.011 -0.004
Si 14.938 1.345 5.457 0 0.012 0.012
Si 12.22 4.095 5.427 -0.003 0.01 0.012
Si 14.967 6.808 5.427 0.004 -0.003 0.01
Si 12.261 9.52 5.459 0.008 -0.005 0.009
Si 14.996 12.208 5.447 0.005 -0.001 0.004
Si 2.722 -0.002 6.816 0 -0.004 0.002
Si 5.453 2.737 6.794 0.007 0.003 0.002
Si 2.733 5.455 6.801 -0.002 0.004 0.001
Si 5.438 8.149 6.799 0.001 0 -0.005
Si 2.704 10.864 6.805 0.002 0.005 -0.002
Si 5.429 13.59 6.825 -0.001 0.003 0.001
Si 8.178 0.039 6.824 -0.014 0.003 0.007
Si 10.877 2.731 6.798 0.01 0.005 -0.002
Si 8.152 5.437 6.782 0.006 0.001 -0.005
Si 10.882 8.139 6.781 0.002 -0.006 0.003
Si 8.161 10.878 6.793 -0.009 -0.006 0.004
Si 10.896 13.616 6.802 0.004 -0.002 -0.001
Si 13.588 -0.016 6.808 0.015 -0.006 -0.004
Si -0.012 2.723 6.798 -0.007 -0.001 0.001
Si 13.594 5.448 6.783 -0.006 0 0.004
Si 0.003 8.164 6.793 -0.003 0.001 0.003
Si 13.616 10.878 6.814 0.001 0 0.009
Si -0.007 13.587 6.829 -0.005 0.002 0.006
Si 1.349 1.36 8.16 -0.009 -0.005 -0.008
Si 4.087 4.088 8.157 0.001 0.001 -0.007
Si 1.368 6.811 8.157 0.01 0.008 0
Si 4.075 9.509 8.159 -0.007 -0.009 0.001
Si 1.366 12.235 8.176 0 0.008 -0.001
Si 4.078 14.96 8.179 0.01 0.004 0.001
Si 6.805 1.385 8.172 0.014 0.009 0.003
Si 9.511 4.084 8.156 -0.006 -0.009 0.002
Si 6.802 6.795 8.156 -0.011 -0.001 -0.002
Si 9.524 9.51 8.143 -0.001 0.004 -0.01
Si 6.8 12.228 8.166 0.002 -0.002 -0.004
Si 9.53 14.97 8.164 0 0.009 -0.009
Si 12.237 1.365 8.158 0 -0.001 -0.007
Si 14.951 4.087 8.153 0.009 0.008 -0.005
Si 12.235 6.793 8.156 0.001 0 0.001
Si 14.967 9.514 8.168 -0.004 -0.003 0
Si 12.252 12.249 8.16 0.013 0.006 0.005
Si 14.946 14.951 8.173 -0.02 -0.023 0.005
Si -0.007 -0.001 9.523 -0.003 -0.003 -0.004
Si 2.72 2.723 9.509 0.01 -0.001 -0.006
Si 0.001 5.444 9.506 -0.002 0.005 -0.005
Si 2.72 8.161 9.529 -0.003 -0.002 0
Si 0.002 10.878 9.529 -0.002 0.003 0
Si 2.718 13.601 9.538 0.003 -0.004 -0.001
Si 5.447 0.006 9.519 0.002 -0.002 -0.003
Si 8.163 2.732 9.533 -0.012 0.005 0.001
Si 5.443 5.442 9.524 0.004 0 0.002
Si 8.163 8.157 9.516 0.002 -0.003 -0.005
Si 5.439 10.87 9.524 -0.001 0.001 -0.001
Si 8.163 13.601 9.511 -0.002 -0.004 -0.001
Si 10.885 0.007 9.527 0.001 -0.001 0
Si 13.599 2.721 9.52 -0.001 0 0
Si 10.877 5.437 9.521 0.005 0 -0.004
Si 13.596 8.155 9.514 -0.001 0 0.001
Si 10.881 10.878 9.501 -0.002 -0.003 -0.006
Si 13.596 13.6 9.538 0.005 0.01 0.004
Si 1.353 14.965 10.892 -0.003 0 0.007
Si 4.076 1.36 10.871 0.005 -0.003 -0.005
Si 1.358 4.081 10.868 -0.004 0.002 -0.006
Si 4.082 6.801 10.882 -0.002 0.005 -0.002
Si 1.362 9.522 10.887 0.011 -0.002 -0.004
Si 4.084 12.238 10.887 0.007 0.001 0.003
Si 6.807 14.961 10.873 -0.001 0.005 -0.002
Si 9.523 1.363 10.885 -0.01 0.006 0.001
Si 6.798 4.084 10.889 0.001 0.001 -0.001
Si 9.52 6.799 10.883 -0.002 -0.001 0.003
Si 6.806 9.514 10.886 0.001 -0.012 0.003
Si 9.523 12.238 10.868 0.005 0.005 -0.006
Si 12.238 14.964 10.89 0.004 -0.011 0.002
Si 14.955 1.358 10.885 0.006 0 0.001
Si 12.237 4.076 10.883 -0.01 0.002 0.004
Si 14.958 6.797 10.87 0.003 0.002 -0.002
Si 12.239 9.523 10.867 0.009 0.008 -0.005
Si 14.967 12.246 10.886 -0.014 -0.005 0
Si 2.719 0.011 12.244 0.013 0.009 0.003
Si 5.437 2.71 12.233 -0.001 -0.001 -0.005
Si 2.715 5.44 12.231 0.012 0.005 -0.001
Si 5.443 8.155 12.248 -0.01 -0.007 0.002
Si 2.719 10.883 12.247 -0.008 -0.003 0.001
Si 5.446 13.607 12.237 0.008 -0.001 0.002
Si 8.168 -0.007 12.236 0 -0.002 0.002
Si 10.881 2.717 12.251 0.007 -0.002 0
Si 8.161 5.437 12.248 -0.012 -0.005 0.002
Si 10.887 8.164 12.233 0 0.008 0
Si 8.17 10.885 12.239 0 0.01 0
Si 10.877 13.595 12.238 -0.011 -0.005 0.002
Si 13.598 -0.003 12.253 -0.012 -0.005 0.007
Si 0.005 2.72 12.234 0.005 0.003 0.002
Si 13.607 5.436 12.236 0.004 0.005 -0.004
Si -0.01 8.162 12.231 -0.006 0.002 -0.001
Si 13.594 10.889 12.226 0.01 0 -0.005
Si -0.006 13.609 12.257 -0.001 -0.006 0.008
Si 1.359 1.368 13.611 -0.004 0.004 0.003
Si 4.068 4.066 13.581 0 0 -0.002
Si 1.348 6.801 13.584 -0.004 0.004 0.002
Si 4.083 9.524 13.603 0.009 -0.001 0.001
Si 1.361 12.247 13.607 0.013 -0.01 0.011
Si 4.084 14.97 13.596 0.003 -0.008 0.004
Si 6.801 1.346 13.587 -0.006 0.001 0
Si 9.517 4.072 13.61 -0.009 0.009 0.006
Si 6.795 6.785 13.609 0.009 0.003 0.002
Si 9.545 9.535 13.599 0.001 -0.011 0.008
Si 6.813 12.256 13.597 -0.009 0.003 0.004
Si 9.524 14.953 13.603 0.001 -0.001 0.005
Si 12.234 1.35 13.614 -0.009 0.007 0.007
Si 14.966 4.072 13.597 0.008 -0.009 0
Si 12.252 6.804 13.59 0.007 -0.001 0.007
Si 14.95 9.535 13.579 -0.017 0.014 -0.005
Si 12.247 12.247 13.597 0.002 -0.005 -0.008
Si 14.949 14.961 13.628 0.003 0.005 0.012
Si -0.004 0.011 14.974 0.01 -0.004 0.002
Si 2.715 2.736 14.973 0.01 0.002 0.001
Si 0.002 5.439 14.954 -0.011 0.002 0.001
Si 2.699 8.164 14.941 0.008 0.002 0.003
Si -0.027 10.896 14.948 -0.006 -0.003 -0.005
Si 2.724 13.617 14.958 -0.007 -0.002 0.007
Si 5.451 -0.002 14.963 -0.003 0.003 -0.001
Si 8.16 2.684 14.958 0.007 -0.001 0.002
Si 5.429 5.395 14.949 -0.008 -0.001 -0.003
Si 8.174 8.165 14.929 -0.01 0.001 -0.001
Si 5.442 10.905 14.947 0.004 -0.01 0.001
Si 8.171 13.607 14.977 -0.002 -0.005 -0.002
Si 10.881 -0.022 14.979 0.003 0.008 0.002
Si 13.613 2.704 14.956 -0.002 0.002 -0.001
Si 10.895 5.439 14.945 0.008 0.002 0.003
Si 13.602 8.184 14.945 0.01 -0.002 -0.006
Si 10.916 10.889 14.975 -0.003 0.001 0
Si 13.578 13.6 14.99 -0.014 -0.005 0.005
O 10.993 13.68 22.328 -0.101 0.179 0.521
O 2.707 0.064 22.302 0.079 -0.023 0.316
O 7.556 3.655 29.698 -0.544 0.147 0.345
O 0.961 14.745 23.317 0.127 -0.251 0.172
O 13.242 0.348 27.722 -0.469 -0.332 0.223
O 0.777 13.61 32.677 0.236 0.109 -0.1
O 14.623 9.606 26.995 -0.236 -0.061 0.33
O -0.971 7.228 30.212 -0.473 -0.568 0.07
O 7.805 10.631 25.078 0.113 -0.171 0.749
O 5.157 13.199 22.157 -0.117 0.011 0.572
O 14.857 4.113 33.466 -0.007 0.117 -0.121
O 4.112 9.696 33.542 0.067 0.035 -0.287
O 12.447 4.373 23.209 0.072 -0.247 0.467
O 2.456 11.548 32.611 0.431 0.04 -0.46
O 3.064 11.147 22.178 0.228 0.246 0.408
O 10.865 2.701 22.159 0.066 -0.095 0.465
O 6.08 14.857 25.875 -0.162 0.409 0.288
O 9.54 4.277 33.528 -0.048 0.063 -0.399
O -0.602 8.164 22.47 0.117 0.652 -0.301
O 13.633 10.788 22.155 -0.096 0.028 0.54
O 10.33 14.198 32.824 -0.485 0.149 -0.046
O 5.437 8.145 21.973 0.094 -0.061 0.527
O 9.797 9.324 27.303 -0.288 0.031 0.495
O 6.217 10.479 31.466 -0.647 -0.248 0.002
O 2.201 0.436 32.702 0.101 -0.337 -0.399
O 6.695 1.509 33.534 0.019 -0.032 -0.314
O 12.989 15.32 23.208 0.001 -0.313 0.517
O 4.409 12.853 26.044 -0.314 0.131 -0.146
O 9.952 3.015 30.542 -0.091 0.581 0.342
O 13.084 0.246 32.661 -0.037 0.264 0.048
O -0.284 8.552 32.44 0.018 0.504 -0.296
O 0.505 11.436 25.468 0.023 -0.032 -0.332
O -0.764 4.273 26.914 0.161 0.082 -0.289
O 11.832 9.127 23.018 -0.127 0.133 0.431
O 1.443 7.78 29.393 -0.086 0.28 0.583
O 6.283 8.465 24.644 -0.089 -0.404 -0.226
O 1.601 14.387 28.264 -0.092 0.162 0.303
O 13.022 0.786 25.146 -0.436 -0.085 -0.03
O 10.131 4.09 26.513 0.1 0.247 -0.595
O 3.704 6.316 22.798 0.372 -0.354 0.302
O -1.28 15.067 33.509 -0.112 0.201 -0.633
O 4.357 4.788 27.106 -0.047 -0.263 0.742
O -0.298 8.421 25.099 -0.108 -0.02 -0.071
O 8.037 6.191 32.569 0.085 -0.006 -0.346
O 6.755 1.418 24.147 -0.321 -0.511 -0.183
O 2.03 11.859 27.75 0.288 -0.024 0.021
O 14.052 0.011 30.244 0.498 -0.078 0.075
O 1.844 4.422 22.991 0.349 -0.26 0.169
O 7.849 -0.46 32.379 -0.062 -0.238 -0.131
O 13.459 5.066 28.264 0.21 0.52 0.216
O 14.174 11.627 25.406 -0.412 0.239 -0.302
O 8.902 2.093 25.472 -0.157 0.511 -0.193
O 0.267 2.266 32.618 -0.128 0.139 -0.501
O 6.111 5.706 28.95 0.104 0.565 -0.146
O 2.974 10.654 25.683 -0.106 -0.351 -0.28
O 9.09 2.254 28.136 -0.061 -0.193 -0.109
O 14.395 6.046 23.136 0.335 -0.369 0.292
O 1.818 4.294 27.122 0.154 -0.588 -0.146
O 8.238 13.01 28.75 0.189 0.149 -0.64
O 13.559 8.063 31.955 -0.08 0.547 0.549
O 13.931 10.884 32.568 0.098 -0.422 -0.136
O 7.06 10.052 22.697 0.285 0.165 0.231
O 10.427 11.528 28.424 0.354 0.156 0.295
O 0.984 0.901 30.445 -0.256 -0.319 0.113
O 3.08 5.062 32.619 -0.004 0.396 -0.51
O 1.346 -0.808 25.832 0.03 0.35 -0.206
O 4.874 3.143 32.684 -0.056 -0.229 -0.204
O 1.268 6.865 23.682 -0.329 -0.212 0.038
O 5.242 10.582 27.03 0.598 0.082 0.29
O 6.829 14.779 23.335 0.286 0.287 0.024
O 1.371 6.852 33.457 -0.101 -0.093 -0.221
O 12.807 5.724 32.852 -0.175 -0.145 -0.122
O 7.878 11.841 32.823 0.325 0.432 -0.172
O 14.801 9.786 30.418 0.06 -0.135 -0.875
O 6.532 12.875 30.631 -0.067 0.161 0.099
O 11.489 2.766 32.647 0.448 0.036 -0.03
O 6.295 9.48 29.076 -0.108 -0.245 -0.241
O 7.622 8.273 30.948 0.628 -0.002 -0.37
O 4.423 1.9 23.086 -0.306 -0.05 0.279
O 6.165 5.919 25.517 0.187 0.164 -0.215
O -0.229 12.54 28.672 -0.12 -0.28 -0.2
O 8.081 1.211 30.367 -0.248 0.111 0.26
O 3.681 9.024 28.475 -0.337 0.479 -0.082
O 8.045 13.252 25.148 0.12 0.101 0.55
O 14.165 1.312 22.854 -0.207 0.157 0.22
O 12.332 6.366 30.404 0.206 0.185 -0.419
O 8.147 5.468 22.085 0.061 0.086 0.516
O -0.805 12.23 23.236 0.608 0.216 0.104
O 2.663 6.818 27.32 -0.085 0.219 -0.486
O 11.745 1.134 30.627 -0.277 -0.02 -0.175
O 2.569 2.732 31.461 -0.034 0.213 -0.463
O 10.027 11.638 25.853 0.327 0.258 0.037
O 12.15 12.435 33.558 -0.225 0.128 -0.173
O 9.949 7.26 22.755 -0.153 -0.057 0.264
O -0.448 7.397 27.584 -0.365 -0.298 -0.471
O 12.026 14.797 30.926 0.299 -0.374 -0.263
O 3.985 14.954 33.496 -0.076 -0.033 -0.523
O 9.42 9.668 33.426 -0.051 -0.223 -0.619
O 9.108 0.986 23.063 -0.179 -0.18 0.092
O 3.747 15.188 27.01 0.093 0.268 0.103
O 12.501 3.694 30.366 0.557 -0.062 0.224
O 8.353 -0.446 25.113 0.368 -0.03 0.264
O 0.365 5.341 29.04 -0.066 -0.151 0.591
O 5.264 10.908 24.44 -0.118 0.272 -0.274
O 2.956 5.481 25.093 0.371 -0.261 0.029
O 10.461 6.74 26.843 0.362 0.036 0.245
O 5.592 7.936 27.093 -0.151 -0.48 0.376
O -0.527 0.271 28.348 0.08 -0.146 -0.287
O 1.824 12.757 30.325 0.317 -0.062 -0.206
O 13.401 2.829 26.83 0.224 -0.052 0.336
O 7.081 -1.088 29.821 -0.275 0.289 -0.222
O 4.342 4.327 30.425 0.164 -0.44 -0.694
O 5.251 3.404 25.087 -0.272 0.034 0.326
O 0.021 11.386 31.67 0.128 -0.294 0.031
O -0.034 2.765 22.187 -0.168 -0.167 0.31
O 13.532 5.117 25.53 0.113 -0.031 0.158
O 13.671 11.921 27.958 -0.466 0.003 0.101
O 8.538 5.546 28.112 -0.149 0.4 -0.013
O 14.253 14.4 28.537 -0.194 0.071 -0.251
O 3.811 6.759 29.701 -0.238 -0.046 0.166
O 0.456 2.711 28.672 -0.232 0.04 0.228
O 11.073 7.716 32.492 -0.206 0.036 -0.143
O 5.738 6.325 31.394 -0.033 -0.188 0.085
O 6.255 8.063 33.133 0.392 -0.148 0.029
O 1.433 9.475 23.299 0.025 0.315 0.676
O 9.346 11.903 23.305 -0.283 -0.47 0.216
O 12.106 6.803 24.19 -0.099 0.144 0.574
O -0.518 13.747 25.332 -0.374 0.181 0.756
O 0.986 9.523 27.096 0.445 -0.09 0.636
O 1.988 0.618 27.968 0.451 0.272 -0.071
O 6.385 3.666 22.819 -0.275 0.088 0.033
O 14.218 12.444 30.443 -0.376 0.431 0.298
O 6.777 3.908 27.153 0.318 -0.33 -0.299
O 11.137 1.588 26.733 -0.106 -0.501 0.187
O 12.13 10.373 26.654 0.062 -0.274 -0.084
O 9.568 -0.983 30.542 0.164 0.289 -0.291
O -0.977 -0.24 24.501 -0.001 0.414 0.005
O 8.087 7.595 26.257 0.122 0.12 -0.027
O 10.926 4.998 28.781 -0.315 -0.328 0.362
O 10.235 8.519 24.949 -0.109 0.45 -0.145
O 5.424 12.752 32.894 -0.056 -0.352 -0.331
O 10.134 12.78 30.622 0.137 -0.205 0.322
O 5.685 13.722 28.213 -0.185 -0.074 0.108
O 8.475 10.69 30.052 0.039 0.013 -0.073

Results
total energy: -101657.539 eV
total energy less fixed offsets of O -438.35, Si -107.03 eV per atom: -4.339 eV
